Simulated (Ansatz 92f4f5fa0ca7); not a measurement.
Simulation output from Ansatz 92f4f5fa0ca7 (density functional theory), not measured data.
Periodic cell of 180 atoms, Si99O81, from a study of silicon, its oxide and their interface. The atomic structure is a simulated model.

Settings
functional: r2SCAN
potential files: Ansatz norm-conserving
basis: plane waves
wave-function cutoff: 1300 eV
density cutoff ratio: 4
exchange-correlation grid ratio: 1
k mesh: 2 x 2 x 1, shifted by 0.5 0.5 0.5 of a step
self-consistency stop: 5e-08 eV per atom in the density residual
occupations: Fermi-Dirac, 0.05 eV
spin: none
net charge: 0

Cell vectors (angstrom)
a, 11.5403, 0, 0
b, 0, 11.5403, 0
c, 4.1334, 1.7703, 24.138

Atoms and the computed forces on them: element, x, y, z (angstrom), force x, y, z (eV/angstrom)
Si, -1.0694, 4.107, -0.5203, 0.1077, -0.2605, -0.602
Si, -1.4301, 8.1517, -0.149, -0.1389, 0.7158, -0.1583
Si, -0.5743, 12.9183, -1.5227, 0.2794, -0.0538, -0.563
Si, 0.8793, 3.7539, 0.8256, 0.1915, 0.0645, 0.2088
Si, 2.839, 5.967, 0.0602, -0.0861, -0.3347, -0.4981
Si, 2.0349, 11.5935, -1.6058, -0.1514, -0.0893, -0.4156
Si, 5.2185, 2.1948, 1.8268, -0.4903, 0.1483, -0.5335
Si, 6.7815, 6.1383, 0.2385, -0.4774, 0.0968, -0.522
Si, 7.5422, 11.8656, -0.2341, -0.1039, -0.375, -0.4591
Si, 4.6602, 0.4365, -0.5304, -0.4407, 0.0605, -0.3538
Si, 0.3311, 7.3034, 1.3484, 0.9157, -0.1494, -0.2337
Si, 0.6937, 12.2125, 0.9615, -0.1418, -0.0518, -0.265
Si, 7.5473, 2.1752, 1.215, 0.4317, 0.066, 0.4978
Si, 4.724, 6.1747, 1.4572, 0.1081, 0.1322, 0.3146
Si, 5.0653, 10.1777, 1.7973, -0.298, 0.0379, -0.4403
Si, 8.3252, 4.3617, 0.7316, 0.2897, 0.0344, 0.06
Si, 8.1317, 8.0191, 1.0292, -0.4981, -0.0016, 0.2445
Si, 7.3749, 10.2308, 1.4564, 0.2297, 0.0099, 0.2725
Si, 0.5669, 5.0368, 2.6999, -0.0432, -0.2023, -0.1598
Si, 0.6541, 8.8031, 3.123, 0.0419, 0.1885, 0.0986
Si, 0.6114, 11.2406, 3.0978, -0.1374, -0.1318, 0.3252
Si, 4.5593, 4.2493, 2.7593, 0.2061, -0.0778, 0.2146
Si, 4.5703, 8.142, 2.8672, 0.0135, -0.0462, 0.1273
Si, 4.6653, 11.9451, 3.2693, 0.1532, -0.1163, 0.3337
Si, 8.4239, 4.9801, 3.035, -0.3511, 0.0461, 0.5857
Si, 8.3771, 7.4227, 3.277, 0.0579, 0.0149, -0.0301
Si, 8.2906, 11.669, 3.2157, -0.0304, 0.3645, -0.3386
Si, -1.1351, 4.3301, 4.1129, 0.1976, 0.0058, 0.0657
Si, -1.2194, 8.2429, 4.4585, -0.3735, -0.2274, -0.1195
Si, -1.3209, 11.6945, 4.5233, 0.3477, -0.0415, 0.2216
Si, 2.5469, 4.4304, 3.9847, -0.0231, 0.0655, -0.0411
Si, 2.6455, 8.255, 4.268, 0.1715, -0.0715, -0.1383
Si, 2.5547, 12.004, 4.3145, -0.1017, 0.0701, 0.0342
Si, 6.3795, 4.3075, 4.2614, -0.1398, 0.0143, -0.4198
Si, 6.4044, 8.0767, 4.4539, 0.0255, -0.0033, -0.0634
Si, 6.5149, 11.8647, 4.7499, -0.0303, 0.1377, 0.1033
Si, -1.2243, 2.3371, 5.5367, 0.0855, 0.2526, -0.1483
Si, -1.0808, 6.2024, 5.5288, 0.2483, -0.0934, 0.1967
Si, -1.3052, 9.9255, 6.1726, 0.1266, -0.0439, -0.1048
Si, 2.5491, 2.567, 5.4978, -0.0439, 0.016, -0.0408
Si, 2.6488, 6.22, 5.4618, 0.1063, 0.1287, 0.2717
Si, 2.6536, 10.1193, 5.7072, -0.271, -0.139, 0.1062
Si, 6.4334, 2.4547, 5.778, -0.0877, 0.147, -0.1221
Si, 6.3018, 6.1266, 5.7182, 0.0113, -0.4047, -0.0958
Si, 6.5371, 9.8878, 6.0906, 0.0091, -0.2036, -0.1909
Si, 0.6911, 2.4338, 6.9145, 0.1231, -0.1657, -0.0714
Si, 0.8151, 6.3635, 6.9068, -0.0616, -0.2084, -0.1329
Si, 0.8162, 10.0164, 7.3131, 0.1682, 0.0554, -0.057
Si, 4.4347, 2.5602, 7.1009, 0.0639, 0.1334, -0.1525
Si, 4.3584, 6.1505, 7.0843, 0.1055, 0.1799, -0.2365
Si, 4.4578, 10.0859, 7.1589, -0.1097, 0.0717, 0.2884
Si, 8.4229, 3.1359, 6.7952, -0.0308, -0.2163, 0.1756
Si, 8.4676, 5.5007, 6.5195, -0.816, 1.109, -0.5407
Si, 8.3803, 9.4419, 7.6587, 0.1482, -0.3458, -0.4621
Si, 0.48, 4.445, 8.1242, -0.2236, 0.2468, 0.1135
Si, 1.0543, 7.0529, 10.821, -0.1429, -0.0409, 0.3963
Si, 1.5132, 12.1144, 8.2598, -0.2709, 0.0669, -0.0639
Si, 4.3686, 4.4155, 8.7122, -0.1126, -0.0112, 0.0319
Si, 3.7631, 8.1185, 8.2376, 0.4686, -0.2335, 0.2793
Si, 3.8935, 12.1099, 8.286, 0.1813, -0.0507, 0.2903
Si, 9.9441, 5.1708, 9.1252, 1.0105, 0.4812, 0.2823
Si, 8.4711, 6.983, 8.2795, -0.1565, -0.9694, 0.0389
Si, 8.299, 10.6649, 9.7367, -0.5375, 0.036, -0.1678
Si, 2.12, 4.3364, 9.7635, -0.1678, -0.2904, 0.5003
Si, 1.3794, 8.0208, 8.5345, -0.0758, -0.0187, -0.0847
Si, 0.8063, 13.0754, 10.265, 0.628, 0.315, 0.0071
Si, 6.6192, 5.012, 9.7125, -0.3623, 0.6473, 0.0887
Si, 4.9543, 8.4306, 11.1326, -0.0875, -0.2375, -0.0928
Si, 5.3601, 11.3898, 10.8888, -0.2778, 0.3462, 0.2277
Si, 8.2873, 3.5306, 9.0836, 0.0153, -0.2342, 0.0174
Si, 10.2519, 6.4072, 11.0669, 0.5115, -0.5394, -0.3132
Si, 9.3571, 12.6702, 10.3725, 0.5053, 1.0723, 0.4658
Si, 2.604, 8.5127, 22.1698, 0.2302, -0.1986, -0.7809
Si, 1.9582, 5.2468, 14.7542, 0.0701, 0.0412, -0.1099
Si, 7.6802, 6.9969, 18.5386, 0.1239, 0.0059, -0.0629
Si, 5.2951, 8.1271, 17.2786, -0.1743, 0.3596, -0.0078
Si, 3.1791, 4.0929, 16.9716, 0.153, -0.1149, 0.1817
Si, 11.8831, 4.8838, 17.1244, -0.1471, 0.0468, 0.0919
Si, 13.2904, 1.0261, 22.5838, -0.0921, 0.2048, -0.516
Si, 2.8386, 7.7927, 13.0447, -0.0468, 0.1699, 0.137
Si, 7.1195, 8.2594, 12.9562, -0.1817, -0.0188, 0.4153
Si, 11.1248, 8.28, 21.4385, -0.1882, 0.0008, -0.1264
Si, 5.7497, 5.2177, 17.1202, -0.0187, -0.0848, 0.0736
Si, 4.755, 9.6086, 14.6505, -0.047, 0.1716, 0.2466
Si, 16.0747, 9.0641, 19.9391, 0.0968, 0.0991, -0.2236
Si, 7.1478, 3.3173, 14.9455, -0.0856, -0.1681, 0.0966
Si, 9.2776, 9.3706, 11.4001, 0.3369, -1.069, 0.8693
Si, 7.0943, 8.2744, 21.1631, -0.0636, 0.2256, -0.2184
Si, 11.7171, 0.5241, 15.3108, 0.1095, -0.0417, 0.2914
Si, 2.6599, 2.3834, 14.7012, 0.124, -0.2218, -0.0617
Si, 7.7846, 5.3779, 12.6306, 0.2218, -0.0685, 0.1878
Si, 9.0736, 12.099, 18.8911, -0.2524, 0.1407, -0.0752
Si, 11.1558, 10.3165, 17.7521, 0.0696, 0.047, -0.1955
Si, 5.2004, 12.6121, 13.7349, -0.0919, 0.0379, 0.4071
Si, 9.7366, 2.6257, 16.7158, -0.097, -0.1099, 0.1942
Si, 10.6747, 7.3481, 18.5008, -0.1096, -0.0048, -0.3233
Si, 11.3241, 11.1912, 20.4836, -0.1435, 0.1617, -0.2062
Si, 6.6043, 11.0977, 20.3771, -0.0539, 0.1502, -0.1017
Si, 10.9936, 11.5236, 12.368, 0.2392, -0.1059, 0.4153
O, 1.689, 7.0905, 0.3703, -0.3689, -0.0094, 0.4495
O, 0.9707, 12.7557, -2.0692, -0.3007, -0.052, 0.4422
O, 6.1537, 0.3804, -1.1776, -0.0119, 0.0406, 0.5616
O, 4.4588, 1.7783, 0.3869, 0.4549, -0.4073, 0.2292
O, 1.2568, 2.1883, 1.2081, 0.1229, 0.3059, -0.2533
O, 4.3628, -0.9516, 0.317, 0.5667, 0.3108, 0.3091
O, 1.6527, 11.3095, -0.031, -0.0339, 0.1778, 0.0486
O, -0.6697, 12.464, 0.0609, 0.1631, 0.0418, 0.028
O, 8.5677, 1.624, 2.4605, -0.7875, -0.2055, -0.4264
O, 4.5987, 10.0111, 11.35, 0.2164, 0.0224, -0.182
O, 6.7177, 11.0323, 10.0833, 0.1492, -0.1069, 0.0391
O, 4.602, 7.9565, 9.6535, -0.143, 0.1055, 0.1457
O, 9.6779, 12.4198, 11.9805, -0.0701, -0.1526, -0.5096
O, 10.7735, 13.3581, 9.8277, -0.4445, -0.3752, 0.2767
O, 6.8218, 8.2372, 17.8774, -0.1137, -0.3719, 0.0825
O, -1.18, 2.872, -1.6342, 0.0576, 0.0419, 0.307
O, 7.5054, 9.8433, 20.9095, -0.2165, -0.2463, 0.0071
O, -1.4755, 11.8851, -2.3745, 0.0505, -0.1924, 0.4357
O, 2.196, 4.4506, 0.1169, -0.0571, 0.1875, 0.1099
O, 3.1593, 5.2696, 15.8411, -0.2748, -0.2642, -0.0018
O, 3.3255, 6.1238, -1.4715, -0.0106, 0.0732, -0.0158
O, 7.8091, 7.2411, 20.1378, -0.1183, 0.1691, -0.0211
O, 10.5668, 3.9452, 17.1505, 0.1731, 0.0225, -0.0837
O, 3.5631, 0.5663, -1.7236, 0.1054, -0.144, 0.423
O, 14.2555, -0.0318, 23.3844, 0.0731, -0.4591, 0.2046
O, 4.9008, 9.2813, 16.2273, 0.0516, -0.2705, -0.0957
O, 1.6856, 14.4569, 10.5617, -0.194, -0.186, -0.2816
O, 15.7917, 8.3154, 18.5226, 0.2892, 0.0216, 0.1728
O, 7.5155, 11.9179, 19.313, 0.1898, -0.1751, 0.1737
O, 10.0269, 12.1467, 20.215, 0.1904, -0.2842, -0.1464
O, 5.67, 12.2762, 12.2191, 0.0164, -0.2487, -0.3158
O, 1.9452, 5.6323, 10.7951, -0.0889, 0.2703, -0.2716
O, 0.7731, 12.1802, 11.6458, -0.4833, 0.0761, 0.054
O, 3.3291, 8.9812, 14.0828, 0.1397, -0.217, -0.2634
O, 7.0835, 6.4993, 9.1075, -0.1592, -0.1988, 0.3586
O, 6.2401, 4.2841, 15.8908, 0.048, 0.0459, 0.038
O, 4.1754, 7.4696, 12.1892, 0.0803, 0.1515, -0.1451
O, 8.4795, 9.1428, 12.8447, 0.0944, 0.0914, -0.6429
O, 11.6666, 6.1515, 18.0883, -0.0924, -0.005, -0.0506
O, 6.7905, 5.0995, 11.3616, 0.0813, 0.1397, -0.2814
O, 10.7336, 10.0282, 11.7734, -0.2227, 0.1843, -0.1512
O, 8.2401, 13.8372, 10.2028, 0.1278, 0.2141, -0.2559
O, 9.3605, 5.5597, 12.1761, -0.423, 0.3265, 0.2859
O, 7.6222, 4.1266, 13.6312, -0.0283, 0.129, -0.0987
O, 2.2224, 6.4859, 13.7734, 0.0775, -0.0782, 0.0543
O, 4.5044, 4.4216, 17.8639, -0.0838, 0.1152, -0.411
O, 4.3929, 12.2265, 9.8855, 0.0906, -0.2083, -0.295
O, 13.2394, 4.1217, 17.6749, 0.0381, 0.1298, -0.2966
O, 3.1866, 9.2137, 20.8037, -0.1206, -0.1928, 0.3818
O, 10.7362, 1.6485, 15.9128, 0.0606, -0.0596, -0.0299
O, 1.5937, 1.1898, 14.9166, -0.0957, 0.1177, 0.0009
O, 9.1822, 1.9471, 18.0777, 0.1781, -0.1056, -0.1577
O, 0.56, 5.3956, 15.578, 0.2635, -0.1489, 0.1462
O, 4.8577, 11.2215, 14.5193, 0.0457, 0.0026, -0.3244
O, 6.3315, 1.9669, 14.505, -0.0662, 0.1254, -0.1294
O, 6.5322, 8.2313, 11.4344, -0.0898, 0.0634, 0.0588
O, 11.1613, 8.7031, 17.7455, -0.1185, -0.042, 0.2609
O, 7.3737, 6.7356, 13.4509, 0.0313, 0.0069, -0.5109
O, 10.6815, 7.468, 20.1145, 0.059, 0.1915, 0.0639
O, 12.0059, 10.8549, 19.0353, -0.3418, -0.0839, 0.1945
O, 1.9427, 10.2729, -2.5479, 0.0315, 0.1225, 0.1738
O, 17.0448, 8.1584, 20.8725, 0.1419, 0.0744, -0.0252
O, 1.6772, 8.1344, 11.9332, 0.2891, -0.2888, -0.0943
O, 10.8, 9.8472, 21.2083, 0.1714, -0.193, -0.0257
O, 5.2631, 10.5032, 19.6573, 0.0585, -0.3514, 0.2317
O, 6.0618, 8.9617, 13.9483, 0.0873, -0.1417, -0.356
O, 6.2208, 6.0668, -1.3427, 0.4294, 0.0847, 0.2146
O, 9.1845, 6.9892, 17.9543, 0.0405, 0.0602, 0.262
O, 3.3253, 2.6782, 16.1711, -0.1678, 0.3424, -0.0877
O, 5.2238, 6.6688, 16.5778, 0.1129, -0.095, 0.2339
O, 1.1443, 7.9801, 21.7124, -0.0143, 0.1719, 0.1156
O, 1.9812, 3.7465, 14.081, 0.0831, 0.145, 0.3014
O, 9.5693, 7.877, 10.7875, -0.3165, 0.4094, 0.379
O, -0.7209, 5.4172, -1.4537, -0.2308, 0.03, 0.1929
O, 3.8174, 1.9188, 13.6752, 0.0251, -0.0253, 0.1049
O, 11.8596, 10.862, 16.3969, -0.1939, 0.187, 0.0042
O, 11.11, -0.1188, 13.9644, 0.0593, 0.1248, -0.3741
O, 8.4715, 2.921, 15.7716, 0.0134, 0.0919, -0.0205
O, 9.6198, 10.881, 17.928, 0.2292, 0.0755, 0.1776
O, 12.4318, 11.8522, 21.4111, 0.1757, -0.0539, 0.3591
O, 6.9478, 5.5719, 18.1781, -0.1313, 0.2642, -0.1185

Results
free energy: -49240.647 eV
free energy less fixed offsets of O -463.61, Si -117.95 eV per atom: -11.187 eV
pressure: -2.02 GPa
stress xx, yy, zz, yz, xz, xy (GPa, positive in tension): 1.54, 3.13, 1.39, 0.06, -0.18, 0.25
